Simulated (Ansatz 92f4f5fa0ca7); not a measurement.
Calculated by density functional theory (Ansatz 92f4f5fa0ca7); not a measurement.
Periodic cell of 351 atoms, Si241O110, from a study of silicon, its oxide and their interface. The atomic structure is a simulated model.
Doubt: the cutoff is far below the 930 eV that the study's wrapper takes by default for these files, so forces and energies are approximate.

Settings
functional: PBE
potential files: Ansatz PAW
basis: plane waves
wave-function cutoff: 580 eV
density cutoff ratio: 5
exchange-correlation grid ratio: 1
k mesh: 1 x 1 x 1, Gamma-centred
self-consistency stop: 5e-08 eV per atom in the density residual
occupations: fixed
spin: none
net charge: 0

Cell vectors (angstrom)
a  11.6015  0  0
b  0  13.3963  0
c  0  0  40.6879

Atoms: element, x, y, z (angstrom)
Si  0  2.2327  1.1851
Si  3.8672  2.2327  1.1851
Si  7.7343  2.2327  1.1851
Si  1.9336  5.5818  1.1851
Si  5.8008  5.5818  1.1851
Si  9.6679  5.5818  1.1851
Si  0  8.9308  1.1851
Si  3.8672  8.9308  1.1851
Si  7.7343  8.9308  1.1851
Si  1.9336  12.2799  1.1851
Si  5.8008  12.2799  1.1851
Si  9.6679  12.2799  1.1851
Si  1.9336  1.1164  1.9745
Si  5.8008  1.1164  1.9745
Si  9.6679  1.1164  1.9745
Si  0  4.4654  1.9745
Si  3.8672  4.4654  1.9745
Si  7.7343  4.4654  1.9745
Si  1.9336  7.8145  1.9745
Si  5.8008  7.8145  1.9745
Si  9.6679  7.8145  1.9745
Si  0  11.1635  1.9745
Si  3.8672  11.1635  1.9745
Si  7.7343  11.1635  1.9745
Si  1.9336  1.1164  4.3426
Si  5.8008  1.1164  4.3426
Si  9.6679  1.1164  4.3426
Si  0  4.4654  4.3426
Si  3.8672  4.4654  4.3426
Si  7.7343  4.4654  4.3426
Si  1.9336  7.8145  4.3426
Si  5.8008  7.8145  4.3426
Si  9.6679  7.8145  4.3426
Si  0  11.1635  4.3426
Si  3.8672  11.1635  4.3426
Si  7.7343  11.1635  4.3426
Si  0  0  36.3473
Si  3.8672  0  36.3473
Si  7.7343  0  36.3473
Si  1.9336  3.3491  36.3473
Si  5.8008  3.3491  36.3473
Si  9.6679  3.3491  36.3473
Si  0  6.6981  36.3473
Si  3.8672  6.6981  36.3473
Si  7.7343  6.6981  36.3473
Si  1.9336  10.0472  36.3473
Si  5.8008  10.0472  36.3473
Si  9.6679  10.0472  36.3473
Si  0  0  38.7155
Si  3.8672  0  38.7155
Si  7.7343  0  38.7155
Si  1.9336  3.3491  38.7155
Si  5.8008  3.3491  38.7155
Si  9.6679  3.3491  38.7155
Si  0  6.6981  38.7155
Si  3.8672  6.6981  38.7155
Si  7.7343  6.6981  38.7155
Si  1.9336  10.0472  38.7155
Si  5.8008  10.0472  38.7155
Si  9.6679  10.0472  38.7155
Si  0  2.2327  39.5049
Si  3.8672  2.2327  39.5049
Si  7.7343  2.2327  39.5049
Si  1.9336  5.5818  39.5049
Si  5.8008  5.5818  39.5049
Si  9.6679  5.5818  39.5049
Si  0  8.9308  39.5049
Si  3.8672  8.9308  39.5049
Si  7.7343  8.9308  39.5049
Si  1.9336  12.2799  39.5049
Si  5.8008  12.2799  39.5049
Si  9.6679  12.2799  39.5049
Si  0.1665  0.0424  29.0424
Si  3.9723  0.2594  29.3794
Si  7.8016  0.1742  29.3263
Si  2.1192  3.3187  29.3588
Si  5.9262  3.4113  29.5682
Si  9.6445  3.2636  29.2818
Si  -0.1284  6.5742  29.1346
Si  3.7505  6.901  29.2657
Si  7.5897  6.6751  29.1331
Si  2.3707  10.3727  29.0339
Si  5.8163  10.1276  29.3496
Si  9.5172  10.0638  28.9396
Si  0.0744  2.2427  29.9412
Si  3.986  2.3533  30.3713
Si  7.8118  2.2742  30.3236
Si  1.8878  5.6118  29.9716
Si  5.6831  5.6935  30.0626
Si  9.5413  5.5313  29.9249
Si  -0.2572  8.8322  29.7899
Si  3.923  9.0481  30.1648
Si  7.7171  8.9188  29.9415
Si  2.0591  12.4528  30.0432
Si  5.8734  12.3939  30.043
Si  9.7569  12.3132  29.8006
Si  0.0218  2.2211  32.343
Si  3.9063  2.255  32.6539
Si  7.7824  2.2324  32.6162
Si  1.9075  5.5801  32.3597
Si  5.7688  5.6228  32.4285
Si  9.634  5.5767  32.3257
Si  -0.0489  8.9299  32.2318
Si  3.8399  8.9642  32.4916
Si  7.7314  8.9268  32.3407
Si  1.9537  12.301  32.4003
Si  5.8178  12.3046  32.4075
Si  9.7114  12.2697  32.2451
Si  1.9268  1.1193  33.2269
Si  5.8386  1.0976  33.3018
Si  9.731  1.0705  33.1939
Si  -0.0262  4.4603  33.1393
Si  3.8445  4.523  33.25
Si  7.72  4.5076  33.2205
Si  1.875  7.8209  33.1406
Si  5.7974  7.8455  33.2105
Si  9.6591  7.8116  33.1361
Si  0.0057  11.1477  33.1151
Si  3.8794  11.2017  33.2181
Si  7.7717  11.1711  33.1212
Si  1.9248  1.115  35.5789
Si  5.8065  1.1077  35.6237
Si  9.6832  1.1019  35.5604
Si  -0.0045  4.4645  35.5302
Si  3.8619  4.4812  35.5931
Si  7.7334  4.4786  35.5756
Si  1.9198  7.8148  35.5306
Si  5.8059  7.8184  35.5704
Si  9.6694  7.8118  35.5294
Si  -0.0006  11.1577  35.5169
Si  3.868  11.1702  35.5739
Si  7.7437  11.1626  35.5206
Si  0.0085  0.0069  5.1288
Si  3.8655  0.0091  5.1395
Si  7.7266  0.0022  5.1181
Si  1.9348  3.337  5.1297
Si  5.7998  3.3451  5.1499
Si  9.6657  3.3478  5.1363
Si  -0.0069  6.7031  5.1063
Si  3.8715  6.6926  5.1005
Si  7.7303  6.6984  5.1179
Si  1.9297  10.0467  5.1448
Si  5.8012  10.0522  5.1276
Si  9.6725  10.0376  5.1291
Si  0.0233  0.0123  7.4933
Si  3.8584  0.0247  7.5129
Si  7.7138  -0.0054  7.4749
Si  1.9297  3.3116  7.4964
Si  5.7988  3.3273  7.5322
Si  9.6543  3.3412  7.5076
Si  -0.0281  6.7029  7.4545
Si  3.8741  6.667  7.4451
Si  7.7117  6.697  7.4746
Si  1.9292  10.034  7.5222
Si  5.7964  10.0564  7.4907
Si  9.6825  10.0121  7.4944
Si  -0.0171  2.2416  8.3271
Si  3.8631  2.2436  8.3828
Si  7.7365  2.2025  8.3191
Si  1.9087  5.5664  8.1407
Si  5.7961  5.5676  8.2863
Si  9.6418  5.5928  8.2502
Si  0.0069  8.893  8.3442
Si  3.8794  8.8857  8.2232
Si  7.7235  8.9248  8.2674
Si  1.95  12.2786  8.3107
Si  5.7735  12.2945  8.2945
Si  9.6735  12.2742  8.1564
Si  -0.0518  2.2568  10.7205
Si  3.8442  2.2599  10.8055
Si  7.7448  2.1418  10.7047
Si  1.8627  5.5325  10.4529
Si  5.7828  5.5371  10.6617
Si  9.5879  5.6087  10.6073
Si  0.0205  8.8332  10.7521
Si  3.8962  8.7999  10.5656
Si  7.7081  8.9285  10.6329
Si  1.9539  12.2582  10.6905
Si  5.7236  12.2852  10.671
Si  9.6757  12.2321  10.4704
Si  1.8718  1.1274  11.4809
Si  5.7887  1.1104  11.5541
Si  9.6927  0.9742  11.4528
Si  -0.0721  4.5584  11.3925
Si  3.7615  4.5636  11.4175
Si  7.7231  4.3968  11.408
Si  2.0067  7.6642  11.3957
Si  5.836  7.7513  11.4809
Si  9.5931  7.8167  11.498
Si  -0.0141  11.1197  11.2984
Si  3.8582  10.983  11.3877
Si  7.7186  11.2019  11.2611
O  9.7968  0.718  13.09
O  11.5121  4.9183  13.0121
O  1.7042  1.2198  13.1511
O  -3.7346  24.7547  12.8963
O  3.5545  4.9525  13.0382
O  5.9312  1.1221  13.2271
O  7.8638  17.8049  13.0653
O  11.5287  11.2487  12.9367
O  5.8949  7.7271  13.1493
O  9.3499  7.8277  13.1527
O  3.9352  -2.8632  13.0098
O  2.2737  7.3673  13.0305
O  11.4731  6.4735  27.4584
O  3.891  0.6393  27.7445
O  6.2099  3.1546  27.9367
O  28.8477  23.4557  27.6985
O  47.378  63.1232  28.9488
O  2.5333  2.9701  27.7825
O  2.842  10.603  27.4852
O  7.3167  6.5457  27.4799
O  3.5603  7.2308  27.61
O  0.4579  13.4547  27.3921
O  9.3976  9.9622  27.246
O  9.295  2.9616  27.6608
Si  2.1637  2.4159  19.1297
Si  10.0625  4.0343  18.9764
Si  9.6104  0.2414  14.6394
Si  2.9373  10.9144  25.9016
Si  7.3573  11.6754  14.3994
Si  7.5583  9.0873  16.1536
Si  2.6568  0.8073  14.4006
Si  8.1255  7.5611  23.4977
Si  2.3122  0.029  17.183
Si  1.2167  5.2866  18.9211
Si  5.4498  1.8229  14.6325
Si  3.6157  6.409  23.44
Si  5.483  3.7987  26.6375
Si  4.1723  11.4198  14.3558
Si  7.1558  15.2837  21.7248
Si  3.3447  1.9011  26.8455
Si  7.2243  4.3177  19.9775
Si  5.7068  7.1509  14.6739
Si  5.5332  0.1311  17.2553
Si  11.2924  10.9833  14.5069
Si  1.1917  13.5386  25.9245
Si  5.3303  2.1339  19.5559
Si  12.877  5.3154  21.9866
Si  7.6045  13.4021  26.9999
Si  2.9131  6.1597  13.9592
Si  11.2624  7.0257  23.7074
Si  6.7401  10.9359  18.4498
Si  9.8543  3.1763  15.9937
Si  7.2553  4.3822  14.5756
Si  9.9408  8.0357  14.6702
Si  8.3389  12.4149  20.8762
Si  -0.5758  11.4976  21.4192
Si  0.0192  2.6935  21.3116
Si  8.7691  10.8676  26.0189
Si  0.3924  5.4538  26.2915
Si  10.9075  13.78  23.4237
Si  2.1692  8.1446  18.4595
Si  7.5943  5.8296  26.0372
Si  8.943  10.435  23.0603
Si  5.8619  11.0474  26.427
Si  6.0088  6.7705  21.4326
Si  3.4867  6.0231  26.5107
Si  1.8363  8.9326  23.7197
Si  9.757  3.6836  26.2693
Si  2.1497  10.5979  16.4348
Si  4.5394  9.1492  19.8669
Si  13.368  9.9065  20.8095
Si  0.0915  5.3438  14.5744
Si  8.3855  14.961  24.4965
O  4.1213  6.7638  14.8934
O  5.9769  1.0104  15.9528
O  5.4755  8.1915  20.8119
O  1.8813  11.8658  17.457
O  11.1816  5.2318  18.8696
O  5.7426  11.7938  14.5055
O  11.5376  5.8758  24.8039
O  7.5534  14.5535  25.8384
O  1.7015  6.6166  18.0908
O  6.2267  3.4084  19.0528
O  2.4587  9.6721  24.9965
O  11.3657  3.9491  26.4615
O  3.7708  8.1581  18.8103
O  9.5293  10.7592  24.5756
O  9.9814  3.1477  17.6162
O  8.0933  13.0557  14.8761
O  11.4239  12.4158  22.7119
O  11.693  13.9287  24.8182
O  3.3848  12.8014  14.028
O  5.6174  1.8048  21.1437
O  10.9392  6.7616  14.9408
O  6.2977  12.081  17.352
O  10.4719  3.021  20.1967
O  1.7609  1.0791  18.2849
O  1.9217  9.1784  17.2073
O  7.4805  6.9812  24.8861
O  7.9332  13.9877  21.0738
O  11.1044  4.0858  15.437
O  2.922  7.8483  23.1738
O  9.693  7.2097  23.4893
O  8.8545  12.4068  26.568
O  10.2322  10.1835  22.0578
O  7.5144  9.6922  17.6867
O  5.4243  10.273  19.1235
O  8.4576  3.9198  15.5712
O  3.3915  10.0609  20.6318
O  12.0107  8.3577  24.2537
O  12.9551  8.67  19.7993
O  7.4243  6.8963  22.2077
O  6.1851  12.5759  26.8951
O  10.5917  9.5301  14.7451
O  4.0361  6.3638  25.0177
O  9.8807  1.5999  15.5199
O  0.3548  4.0036  22.2126
O  10.5698  12.3563  15.0565
O  1.3958  2.2496  20.5551
O  6.3268  19.0405  20.3036
O  4.5504  2.6271  25.9817
O  3.814  1.9374  14.6394
O  12.318  11.1347  20.4783
O  8.0683  11.6144  22.3038
O  11.9359  6.6118  22.2834
O  9.3642  2.8035  24.955
O  2.2867  1.3334  25.7745
O  13.1179  9.8223  22.4128
O  1.9548  12.1536  25.5513
O  8.7833  8.0343  15.8406
O  6.667  5.8548  14.9396
O  7.8409  10.3926  15.2431
O  1.7589  0.5902  15.7409
O  6.1605  8.3183  15.7407
O  7.6906  3.3694  21.2445
O  1.7627  3.8282  18.3726
O  7.958  22.5552  23.2657
O  4.472  4.9384  27.2029
O  9.3247  13.7916  23.848
O  2.0051  5.3954  26.3677
O  14.1465  5.2479  23.0183
O  9.9423  12.3388  20.5189
O  4.5182  11.1226  25.5169
O  7.2012  10.489  25.6736
O  3.7621  2.4397  19.3667
O  7.2744  15.3164  23.3499
O  6.0199  3.3354  14.6936
O  8.6082  4.7415  19.2282
O  5.8407  0.8809  18.6583
O  1.6957  5.5551  14.8788
O  -0.4875  14.9772  22.3518
O  3.6369  10.6777  15.7169
O  13.3999  5.4408  20.4474
O  4.9189  6.2253  22.509
O  6.5648  4.5739  25.6908
O  1.1351  10.7974  15.2018
O  7.5874  11.6676  19.6344
O  9.078  5.1642  26.0988
O  3.9297  -0.0329  17.1355

Results
free energy: -215763.641 eV
free energy less fixed offsets of O -568.88, Si -635.61 eV per atom: -4.831 eV

Forces (eV/angstrom), in the order of the atoms: element, x, y, z
Si  0.0045  -0.0064  0.0051
Si  -0.007  0.0112  -0.0231
Si  -0.0025  -0.0002  0.01
Si  0.0029  0.0082  0.0193
Si  -0.0079  0.0151  0.0144
Si  0.0026  0.0095  0.0103
Si  -0.0074  -0.0068  0.0109
Si  0.0088  0.0086  0.0078
Si  0.0071  0.0057  -0.019
Si  0.0002  0.0002  -0.0117
Si  0.0046  0.0114  0.0215
Si  0.0013  -0.0152  -0.0015
Si  0.0169  -0.0196  0.0023
Si  -0.024  0.0089  -0.0007
Si  0.0063  -0.0112  -0.0094
Si  -0.0013  -0.0265  -0.0111
Si  0.0088  -0.0589  -0.0065
Si  -0.0111  -0.0284  -0.0102
Si  -0.0004  0.0108  -0.0109
Si  0.0096  0.0177  -0.0041
Si  -0.0288  -0.0059  -0.0014
Si  0.0063  0.0044  0.0017
Si  -0.0256  0.0067  0.0004
Si  0.0211  -0.0206  -0.0012
Si  0.0465  -0.0175  -0.1718
Si  -0.0708  0.0554  -0.0587
Si  0.0099  0.0098  0.0256
Si  -0.0021  -0.0602  0.0503
Si  0.0246  -0.1296  -0.022
Si  -0.0464  -0.0513  0.0468
Si  -0.0039  0.0586  -0.0361
Si  0.0232  0.0625  -0.1185
Si  -0.074  0.0058  -0.1926
Si  0.021  0.0027  0.0423
Si  -0.0512  0.0483  0.106
Si  0.0383  -0.0283  0.0046
Si  0.0175  -0.1926  0.1208
Si  -0.1019  -0.0191  0.2282
Si  0.2022  -0.1747  0.0922
Si  -0.1167  0.0493  -0.002
Si  0.0056  0.0968  0.0888
Si  0.0458  -0.0356  -0.1353
Si  -0.0487  -0.0284  -0.1241
Si  -0.0903  0.1928  0.0309
Si  0.0835  0.112  0.0843
Si  -0.0888  -0.016  -0.1439
Si  0.114  0.0837  -0.0668
Si  0.0355  -0.0137  -0.2006
Si  0.0098  -0.0673  -0.0064
Si  -0.0396  0.01  0.0023
Si  0.0675  -0.0515  0.0045
Si  -0.0361  0.0195  0.0058
Si  -0.0063  0.0366  0.0093
Si  0.0115  -0.0105  0.0057
Si  -0.0152  -0.0081  0.0025
Si  -0.0277  0.0884  0.01
Si  0.0253  0.0497  -0.0007
Si  -0.0212  0.0015  0.0001
Si  0.0437  0.0417  0.0035
Si  0.0031  0.0028  0.0005
Si  0.0019  0.0001  -0.0127
Si  0.0057  -0.0156  0.0006
Si  0.0004  -0.0041  -0.0205
Si  0.0021  -0.0083  -0.0129
Si  0.0065  -0.0145  -0.0188
Si  -0.0054  -0.0013  -0.0092
Si  0.0023  0.0044  -0.0153
Si  -0.0069  -0.0163  -0.006
Si  -0.0058  -0.0106  0.0091
Si  -0.003  0.0113  0.0213
Si  -0.0054  -0.0045  -0.009
Si  0.0011  0.0206  0.0203
Si  -0.0178  0.0005  0.0406
Si  0.0047  -0.0231  0.0309
Si  -0.0069  -0.0034  0.0042
Si  -0.0298  0.0066  0.0426
Si  -0.0129  0.0084  0.0318
Si  -0.0019  0.008  0.007
Si  0.0092  0.0039  0.0069
Si  0.011  -0.0117  0.0214
Si  0.0142  -0.0008  0.0134
Si  0.0214  -0.0007  0.0736
Si  -0.0159  0.01  0.0287
Si  0.0004  0.001  0.0072
Si  0.0016  -0.0118  0.0019
Si  -0.0075  -0.0001  -0.008
Si  -0.0045  0.0012  -0.0003
Si  0.0061  -0.0028  0.0026
Si  0.0005  -0.0194  -0.0029
Si  -0.001  -0.0019  0.0093
Si  -0.0227  -0.0153  0.0219
Si  -0.0167  0.0017  -0.0165
Si  -0.0084  0.0054  -0.0085
Si  -0.0051  -0.0027  -0.0064
Si  0.0023  0.0142  -0.0158
Si  -0.0031  -0.0043  -0.0076
Si  0.0029  0.0043  -0.0092
Si  0.0025  0.0019  0.0019
Si  -0.0046  0.001  -0.0127
Si  -0.0004  0.0073  -0.0063
Si  0.0032  0.0038  0.0027
Si  -0.0038  0.0071  -0.0017
Si  0.0134  0.0001  0.0107
Si  0.0118  -0.0009  -0.0075
Si  0.002  0.0043  -0.016
Si  0.0047  0.0004  0.001
Si  0.0028  -0.0003  0.0138
Si  0.0025  0.0036  -0.0048
Si  -0.002  0.0073  0.0122
Si  0.0073  -0.001  0.0061
Si  0.0043  -0.004  0.0069
Si  0.0008  -0.003  0.0138
Si  -0.0006  0.0021  0.007
Si  -0.0008  -0.0035  0.006
Si  -0.0023  0.0041  0.0139
Si  0.0062  0.0048  0.0054
Si  0.0064  0.002  0.0095
Si  0.0023  0.0011  0.0128
Si  0.0015  -0.0015  0.0083
Si  0.0022  0.0005  0.0095
Si  -0.0011  -0.0027  0.0062
Si  -0.0009  -0.0002  0.0056
Si  -0.0021  -0.0009  0.0038
Si  -0.0037  -0.0009  0.003
Si  -0.0001  -0.0005  0.0081
Si  -0.0005  -0.0002  0.0037
Si  -0.0012  -0.0021  0.0033
Si  -0.0012  -0.0003  0.0054
Si  -0.0018  -0.0009  0.0035
Si  -0.0012  -0.0012  0.0059
Si  0.0001  0.0006  0.0037
Si  -0.0029  0.0004  0.004
Si  0.0009  0.0008  -0.0024
Si  -0.0002  0.0006  -0.0042
Si  0.0012  0.0007  -0.0027
Si  0.0015  0.0008  -0.0057
Si  0.0009  0.0017  -0.0032
Si  0.0001  -0.0008  -0.002
Si  0.0014  0.0011  -0.0066
Si  0.0021  0.0022  -0.0062
Si  -0.0008  -0.0003  -0.0043
Si  0.0001  0.0026  -0.0034
Si  0.0005  0.0015  -0.0036
Si  0.0024  0.0003  -0.0067
Si  0.0013  0.0001  -0.0049
Si  -0.0011  0.0009  -0.0095
Si  -0.0016  -0.0046  -0.0078
Si  0  -0.0046  -0.0106
Si  0.0004  -0.0023  -0.011
Si  -0.0022  0.003  -0.0058
Si  -0.0031  -0.0031  -0.0074
Si  0.0013  -0.0008  -0.0062
Si  -0.0044  0.0027  -0.0062
Si  -0.0016  -0.0009  -0.0059
Si  0.0026  0.0021  -0.0089
Si  -0.0002  -0.0026  -0.0064
Si  -0.0021  -0.0012  0.0186
Si  -0.002  -0.0021  0.0046
Si  -0.0014  0.0004  0.0141
Si  -0.0051  -0.0027  0.0017
Si  -0.0027  0.0011  0.0057
Si  -0.0002  -0.0021  0.0141
Si  0.0006  -0.0047  0.0082
Si  -0.0021  0.0021  0.0122
Si  -0.0042  -0.0064  0.0199
Si  -0.0028  -0.0021  0.0124
Si  0.001  -0.0054  0.0033
Si  -0.0023  -0.0035  0.0098
Si  0.001  -0.0104  -0.0002
Si  -0.0002  -0.0019  -0.0109
Si  0.0006  0.0048  -0.0045
Si  0.0059  0.0074  -0.0062
Si  -0.0027  0.013  -0.0087
Si  0.0035  0.0009  -0.0022
Si  -0.0058  -0.0045  -0.0118
Si  -0.0032  0.004  0.0038
Si  0.006  -0.0071  0.0035
Si  0.002  0.0005  -0.0058
Si  0.0028  0.0039  -0.003
Si  0.0025  0.004  -0.0003
Si  0.0097  -0.0001  -0.0109
Si  0.0016  0.0022  -0.001
Si  -0.0057  0.0169  -0.0232
Si  0.004  -0.0142  -0.034
Si  0.0006  -0.0175  -0.0128
Si  0.0068  -0.0036  -0.0135
Si  0.0008  0.0127  -0.0031
Si  -0.0057  0.0076  -0.0211
Si  0.0049  -0.0097  -0.0107
Si  0.0025  0.0065  0.0001
Si  0.0032  0.0198  -0.0179
Si  0.0052  -0.0014  -0.0113
O  0.0001  -0.0131  0.0195
O  0.0016  0.0211  0.0068
O  -0.0187  0.0051  0.0042
O  0.0066  -0.0034  0.0158
O  0.001  0.0029  0.0068
O  0.0085  -0.0158  -0.0171
O  0.0029  0.002  0.0096
O  -0.0194  -0.018  0.0527
O  -0.007  -0.0007  0.0071
O  0.0077  -0.0017  0.0307
O  -0.0009  -0.0146  0.0137
O  -0.0072  -0.0025  0.0004
O  -0.0069  0.0211  0.0118
O  -0.0009  -0.0081  -0.0018
O  0.005  -0.0063  -0.0047
O  -0.0071  -0.0138  0.0064
O  -0.0172  -0.0095  -0.0527
O  0.0126  0.0024  -0.0244
O  0.0077  0.0164  -0.0335
O  -0.004  0.0024  0.0044
O  -0.0034  0.0187  0.0022
O  0.0218  -0.0034  -0.008
O  0.0114  -0.019  0.0153
O  -0.004  -0.0058  0.0054
Si  0.0104  0.0088  -0.0015
Si  -0.0094  0.026  0.0114
Si  0.0027  -0.0089  -0.0373
Si  0.0137  -0.0197  0.001
Si  -0.0215  -0.0019  -0.0412
Si  -0.0004  0.0006  -0.0222
Si  0.0134  -0.0197  -0.013
Si  -0.0198  -0.0217  0.0199
Si  0.0002  0.0172  -0.0342
Si  -0.0048  -0.0015  -0.0217
Si  -0.0216  0.012  0.0008
Si  0.0057  -0.0116  0.0489
Si  -0.0041  0.0038  -0.006
Si  -0.0024  0.0095  -0.0132
Si  0.003  0.0068  -0.0086
Si  0.0079  0.0168  -0.0068
Si  -0.008  0.0058  0.0014
Si  -0.0092  -0.0012  -0.0278
Si  0.002  0.0089  -0.0124
Si  0.0626  -0.0203  -0.0467
Si  -0.012  0.0281  0.0086
Si  0.0035  0.0249  0.0032
Si  0.0057  -0.0067  0.0069
Si  -0.0074  -0.0059  -0.001
Si  -0.0073  -0.006  0.0087
Si  0.0195  -0.0252  0.0272
Si  -0.0145  0.0112  0.0099
Si  -0.0069  -0.003  -0.0232
Si  -0.0154  -0.0075  -0.0237
Si  -0.0087  0.0138  -0.0462
Si  0.0077  0.0072  0.0114
Si  -0.0116  0.0102  -0.0039
Si  -0.0013  -0.0042  -0.0009
Si  -0.0204  0.0036  0.0054
Si  0.0365  -0.0105  0.0194
Si  -0.0042  -0.0013  0.0016
Si  0.0032  -0.0116  0.0065
Si  -0.0158  -0.0086  0.0057
Si  0.0056  0.0166  0.0095
Si  0.0127  0.0124  0.0094
Si  -0.0045  0.0014  -0.0206
Si  -0.0097  -0.0184  -0.0238
Si  0.003  -0.0009  -0.0032
Si  -0.0013  0.0153  0.0065
Si  0.0281  -0.0013  -0.0527
Si  -0.003  -0.002  0.0064
Si  0.0051  0.0027  -0.0064
Si  0.0236  0.0109  -0.005
Si  0.0035  0.0267  -0.0008
O  0.0192  0.0035  0.0185
O  0.0135  -0.0059  0.0136
O  0.0019  -0.0006  0.0003
O  -0.0072  -0.0039  0.0185
O  0.0012  -0.0083  0.0073
O  0.0096  -0.0047  0.0202
O  -0.0167  0.0267  -0.0441
O  -0.0002  -0.0079  0.0033
O  0.0007  0.0031  0.0094
O  -0.0036  -0.0122  0.0117
O  0.0092  0.0247  0.0082
O  -0.0102  -0.0222  -0.0179
O  -0.0051  -0.0003  0.0001
O  0.0035  0.0046  -0.0146
O  -0.0057  -0.0079  -0.0013
O  0.018  0.0105  0.0292
O  0.0025  -0.0004  -0.0047
O  0.018  -0.0003  -0.0009
O  -0.0028  0.0018  0.0147
O  -0.002  -0.0056  -0.0026
O  -0.0025  0.021  0.0262
O  0.0036  0.0007  0.0164
O  0.0048  -0.0004  0.0005
O  0.0023  -0.0069  0.0113
O  -0.0004  0.0201  0.0008
O  -0.0016  0.0082  -0.0088
O  -0.0029  0.0004  0.0024
O  -0.016  -0.0238  0.0298
O  -0.002  0.0069  -0.0097
O  0.0157  0.0062  -0.0085
O  -0.0007  -0.0011  -0.0135
O  0.0034  -0.0108  -0.0001
O  0.004  -0.0176  0.0011
O  0.0233  0.0046  -0.0108
O  0.0162  -0.0114  0.0201
O  0.0016  -0.0009  0.0067
O  -0.0123  0.0039  -0.006
O  -0.001  -0.0022  -0.002
O  0.0132  -0.0017  0.0101
O  0.0083  0.0017  -0.0108
O  0.014  0.0209  0.0135
O  -0.001  0.0001  0.0004
O  -0.0039  0.0172  0.0287
O  0.0009  0.0074  -0.0038
O  -0.0106  0.0015  0.0343
O  -0.0047  0.0025  -0.0028
O  0.0022  -0.001  0.0126
O  -0.0014  -0.0013  -0.0053
O  0.0129  0.0054  0.024
O  -0.0007  0.0054  0.0054
O  0.0033  -0.011  -0.0044
O  -0.0058  0.0064  0.0063
O  -0.0095  -0.0228  -0.0178
O  -0.0053  -0.0144  -0.0187
O  0.002  -0.0046  0.0143
O  -0.0006  0.0013  -0.0233
O  0.0025  0.0073  0.0228
O  -0.0056  0.0011  0.0344
O  0.0009  0.0028  0.0167
O  -0.0052  -0.0071  0.019
O  0.0093  -0.0035  0.0265
O  0.0024  -0.0022  -0.0017
O  0.002  -0.0064  0.0141
O  0.0056  0.0082  -0.007
O  0.0093  -0.0003  0.0075
O  0.0003  0.0055  -0.0011
O  0.0014  0.0087  -0.0041
O  -0.0123  -0.0028  -0.0106
O  0.0007  -0.0071  0.0084
O  -0.0066  0.0024  -0.0172
O  0.006  0.0008  -0.0041
O  -0.0093  -0.0064  -0.0012
O  0.007  -0.0041  0.0131
O  0.0189  0.0134  0.0248
O  0.0146  -0.0075  -0.0022
O  -0.0023  -0.0136  -0.0036
O  -0.0071  0.0048  0.0113
O  0  -0.0076  0.0029
O  -0.0192  -0.0066  0.0273
O  -0.0055  0.0006  0.0118
O  0.0041  -0.0038  -0.0145
O  0.0092  0.0107  -0.0034
O  -0.085  -0.01  0.0048
O  -0.0049  -0.0077  -0.0051
O  0.001  -0.0145  -0.0145
O  -0.0018  -0.0033  0.0123

The program warned: the cutoff lies below the one the program advises for these potential files; the forces do not sum to zero within the program's tolerance; the exchange-correlation potential is rough where the density is thin.
